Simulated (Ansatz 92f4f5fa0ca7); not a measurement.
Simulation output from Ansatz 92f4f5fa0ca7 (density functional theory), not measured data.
Periodic cell of 140 atoms, Si84O56, from a study of silicon, its oxide and their interface. The atomic structure is a simulated model.

Settings: functional r2SCAN; potential files Ansatz norm-conserving; basis plane waves; wave-function cutoff 1300 eV; density cutoff ratio 4; exchange-correlation grid ratio 1; k mesh 2 x 2 x 1, shifted by 0.5 0.5 0.5 of a step; self-consistency stop 5e-08 eV per atom in the density residual; occupations Fermi-Dirac, 0.05 eV; spin none; net charge 0.

Cell vectors (angstrom)
a, 10.88, 0, 0
b, 0, 10.88, 0
c, 0, 0, 20.0072

Atoms: element, x, y, z (angstrom)
Si, -0.0491, -0.0702, -0.0613
Si, 2.3986, 2.8663, 0.1424
Si, 0.4952, 4.3603, 0.0078
Si, 3.5509, 8.6968, -1.3078
Si, 5.117, -0.6848, -0.5329
Si, 7.3167, 2.9219, 0.1075
Si, 5.8098, 4.8183, 0.5325
Si, 7.624, 8.2316, 0.1002
Si, 1.3903, 1.1893, 1.4228
Si, 4.0002, 3.8879, 1.6172
Si, 1.7874, 6.9511, 0.9162
Si, 4.7072, 10.1707, 1.7232
Si, 6.4307, 1.0966, 1.6282
Si, 9.7164, 4.1031, 1.7202
Si, 6.7232, 6.7205, 1.6523
Si, 9.3816, 9.5026, 1.2723
Si, 0.1004, 2.6105, 2.9197
Si, 2.8168, 0.0295, 2.8736
Si, 0.0941, 8.1697, 2.4962
Si, 2.7681, 5.5546, 2.6838
Si, 5.3701, 2.6338, 3.0338
Si, 8.1235, -0.0214, 2.8206
Si, 5.4365, 8.2175, 2.9177
Si, 8.3057, 5.5446, 2.9349
Si, 1.4231, 4.1711, 4.0992
Si, 4.0225, 1.3224, 4.4095
Si, 1.3613, 9.4657, 4.0852
Si, 4.0014, 6.8526, 4.2081
Si, 6.8185, 4.1242, 4.2146
Si, 9.4683, 1.3568, 4.2301
Si, 6.8196, 9.5262, 4.2581
Si, 9.6839, 6.9438, 4.1773
Si, -0.0444, -0.0529, 5.5054
Si, 2.6575, 2.8003, 5.5471
Si, 0.1459, 5.5512, 5.5149
Si, 2.6577, 8.1774, 5.6293
Si, 5.4121, -0.0791, 5.6992
Si, 8.1127, 2.7587, 5.6208
Si, 5.3753, 5.4437, 5.5469
Si, 8.1629, 8.1632, 5.5661
Si, 1.293, 1.4171, 6.8327
Si, 4.0173, 4.0531, 6.9641
Si, 1.3971, 6.829, 7.1
Si, 4.011, 9.4505, 7.0964
Si, 6.6566, 1.407, 7.0314
Si, 9.5794, 4.26, 6.7991
Si, 6.6947, 6.8528, 6.9013
Si, 9.4308, 9.5583, 6.9358
Si, -0.0125, 2.8887, 8.1815
Si, 2.6136, 0.1128, 8.2527
Si, -0.043, 8.3034, 8.2972
Si, 2.8105, 5.3775, 8.4565
Si, 5.1508, 2.5922, 8.4476
Si, 8.1805, 0.2125, 8.3087
Si, 5.3305, 8.0052, 8.5299
Si, 8.1161, 5.5125, 8.1109
Si, 1.4141, 3.9415, 9.7501
Si, 3.4983, 1.5907, 9.8631
Si, 0.8968, 10.05, 9.488
Si, 4.7871, 5.9272, 9.6523
Si, 6.4395, 3.8229, 9.9418
Si, 9.6513, 1.5063, 9.5684
Si, 6.569, 9.1184, 10.2131
Si, 8.6647, 6.8503, 9.8983
Si, 3.8432, 6.158, 11.7082
Si, 5.7922, 8.4591, 16.538
Si, 7.1186, 10.9146, 15.6705
Si, -0.3719, 7.8583, 13.5423
Si, 9.0183, -0.2567, 13.507
Si, 10.1075, 5.066, 11.8527
Si, 4.5477, -0.3663, 12.2329
Si, 5.1427, 4.8865, 17.6772
Si, 8.7108, 2.363, 11.5601
Si, 7.807, 6.5557, 17.5293
Si, 4.2702, 1.9113, 17.76
Si, 3.8536, 4.2119, 13.9761
Si, 4.8525, 12.3054, 14.8415
Si, 2.1237, 8.5566, 12.0349
Si, 4.6313, 6.7947, 14.3421
Si, 13.4416, 5.6923, 15.9185
Si, 0.6666, -1.2702, 18.0364
Si, -1.2474, 13.4002, 18.3369
Si, 9.9158, 0.6354, 16.2091
Si, -0.2654, 7.0048, 16.5633
O, 2.2876, -1.473, -2.0715
O, 2.8728, -3.1414, -0.1179
O, 2.9437, 2.3346, -1.3942
O, 4.0934, 11.694, -8.8154
O, -0.405, 3.8769, -1.3068
O, 5.5642, 7.8612, -4.9574
O, 4.5647, 8.0362, -2.4796
O, -0.7545, 12.1375, -0.779
O, 5.0462, 0.7504, -1.3713
O, 3.958, 1.3681, -3.783
O, 8.0194, 2.7144, -1.399
O, 8.6213, 3.0415, 1.0686
O, 5.0407, 5.4324, -0.8126
O, 6.573, 9.3583, -0.6046
O, 11.9577, 6.0586, -3.5484
O, 2.3645, 2.6998, 10.3818
O, 4.7615, 7.0465, 12.7532
O, 8.7071, 0.9396, 12.4322
O, 2.5097, 7.0682, 11.4954
O, 1.4242, 9.3287, 10.8345
O, -0.1019, 11.2201, 10.0295
O, 4.4253, 2.723, 13.973
O, 3.5003, 4.7221, 12.4636
O, 10.0832, 7.6146, 9.6206
O, 7.4356, -0.5343, 9.6079
O, 7.5717, 7.8662, 10.5921
O, 5.8132, 9.7232, 11.5544
O, 8.8982, 5.6449, 10.9547
O, 11.4523, 4.7287, 10.9665
O, 2.533, 4.3618, 14.9448
O, -4.2589, 5.4641, 17.1802
O, 7.6826, 4.0872, 8.9067
O, -1.2906, -1.7315, 13.0157
O, 3.3842, 9.429, 12.4946
O, 0.2293, 10.6391, 16.8459
O, 7.1838, 2.9642, 11.2081
O, 7.6239, -0.6312, 14.2752
O, 9.5355, 3.5925, 12.364
O, 4.7724, 11.1057, 13.745
O, 6.4212, 1.4772, 15.3333
O, 5.9336, -0.8165, 16.3844
O, -2.4686, 0.1329, 16.6488
O, 1.1416, 8.361, 13.2926
O, 3.7186, 5.4026, 17.0326
O, 9.2588, -4.7307, 16.8992
O, 5.0355, 5.2096, 14.5551
O, -0.9098, 2.1697, 16.7613
O, 10.8516, 8.1449, 17.7044
O, 8.0663, 6.9825, 19.0833
O, -0.8482, 0.4528, 14.5946
O, 0.9657, -4.9312, 19.8752
O, -0.5742, 7.7293, 15.1419
O, 5.1886, 14.1382, 17.5714
O, 10.3389, 6.3333, 12.9136
O, 7.2796, 7.9565, 16.904
O, 3.1084, 6.9162, 14.956

Results
free energy: -35880.021 eV
free energy less fixed offsets of O -463.61, Si -117.95 eV per atom: -10.061 eV
pressure: -2.51 GPa
stress xx, yy, zz, yz, xz, xy (GPa, positive in tension): 1.96, 3.4, 2.16, -0.03, -1.45, -1.38

Forces (eV/angstrom), in the order of the atoms: element, x, y, z
Si, -0.4019, 0.7877, 0.3149
Si, 0.4173, -0.2214, -0.8175
Si, -0.5119, 0.6161, -0.53
Si, 0.0884, 0.1429, -0.5752
Si, -0.3875, -0.3576, -0.1261
Si, 0.0928, -0.7748, -0.3055
Si, -0.4329, 0.448, -0.4574
Si, -0.0969, -0.1368, -0.2028
Si, -0.0962, -0.1115, 0.1957
Si, 0.1204, -0.196, 0.0907
Si, -0.0783, -0.3645, -0.3278
Si, 0.3516, 0.3474, 0.1287
Si, -0.0439, 0.1664, 0.1624
Si, 0.0904, -0.4024, -0.1693
Si, 0.0738, 0.0747, 0.0607
Si, -0.2562, -0.0496, 0.0022
Si, -0.0507, -0.1033, 0.3429
Si, -0.1122, 0.1095, 0.0104
Si, 0.1816, 0.1227, -0.2301
Si, 0.0039, 0.0669, -0.2282
Si, 0.1301, -0.0575, 0.2371
Si, 0.2432, 0.2241, -0.1138
Si, -0.0617, 0.0185, -0.0104
Si, -0.1033, -0.0033, 0.2588
Si, 0.0202, 0.0546, -0.0519
Si, 0.0457, 0.1015, -0.0968
Si, 0.0182, 0.1479, 0.0574
Si, 0.0408, 0.1014, 0.1082
Si, 0.0228, -0.0252, -0.1471
Si, 0.0183, -0.1572, -0.0639
Si, 0.0173, -0.0708, 0.1271
Si, 0.0576, -0.0638, -0.1379
Si, 0.1041, 0.1202, 0.0403
Si, 0.2742, -0.0904, 0.0979
Si, -0.101, -0.0719, 0.0709
Si, -0.07, -0.0862, -0.0827
Si, -0.0106, -0.0407, 0.1021
Si, 0.0053, 0.0662, 0.1414
Si, -0.0494, 0.1867, 0.09
Si, 0.1451, 0.1815, 0.0301
Si, -0.266, 0.1656, 0.0102
Si, -0.0146, -0.0075, -0.0401
Si, 0.1044, -0.0199, 0.0158
Si, 0.0318, 0.0989, 0.1177
Si, 0.1328, 0.0032, -0.1262
Si, 0.0879, -0.143, -0.2388
Si, -0.3609, 0.0196, -0.1856
Si, -0.0698, 0.0371, -0.0869
Si, 0.1558, 0.1036, 0.0897
Si, -0.1534, 0.0443, 0.3884
Si, -0.0571, 0.1039, 0.5047
Si, -0.1637, -0.0973, 0.1003
Si, -0.1239, -0.1808, 0.488
Si, -0.2033, -0.2987, 0.6089
Si, 0.0955, 0.0117, -0.1499
Si, 0.096, -0.6825, -0.0477
Si, 0.0716, -0.1212, 0.3986
Si, -0.033, -0.2143, -0.12
Si, 0.3873, -0.2115, 0.0376
Si, 0.2844, 0.028, 0.1827
Si, 0.3716, -0.5774, -0.1752
Si, 0.6161, -0.3801, -0.1428
Si, -0.0392, 0.0365, 0.3469
Si, 0.3384, 0.4121, 0.5152
Si, -0.0221, 0.4456, 0.3708
Si, -0.0033, 0.0664, -0.5691
Si, -0.0234, 0.1658, -0.048
Si, 0.0591, 0.2764, 0.0842
Si, 0.0524, -0.2956, 0.2948
Si, 0.1112, 0.0655, 0.213
Si, -0.1116, -0.0481, 0.2433
Si, -0.1072, 0.3095, -0.3598
Si, -0.061, 0.1462, 0.4649
Si, 0.0793, 0.2897, -0.5136
Si, -0.0019, -0.2696, -0.3966
Si, 0.0184, -0.307, -0.0452
Si, 0.2629, 0.248, -0.1814
Si, -0.0594, -0.2715, 0.0638
Si, 0.1772, 0.2189, -0.0017
Si, -0.0937, 0.0168, -0.4195
Si, 0.1639, -0.5455, -0.9497
Si, 0.0933, -0.0164, -0.5549
Si, -0.2754, 0.0522, -0.3463
Si, 0.0275, -0.0315, -0.3252
O, -0.0812, -0.2347, 0.1378
O, -0.2544, -0.0623, 0.3671
O, -0.2491, 0.2476, 0.7338
O, -0.0972, 0.0972, -0.0978
O, 0.1443, -0.2051, 0.3088
O, -0.0882, -0.0298, 0.4434
O, -0.2486, -0.1549, 0.1459
O, 0.0155, -0.2186, 0.0644
O, 0.0937, -0.0888, 0.1731
O, 0.1418, 0.1812, 0.419
O, -0.0241, 0.2361, 0.4743
O, -0.0524, 0.2533, -0.0143
O, 0.3103, -0.3142, 0.0389
O, 0.3289, -0.2224, 0.2489
O, 0.0194, 0.1011, 0.1311
O, 0.1104, 0.192, -0.4707
O, -0.3129, -0.484, -0.0437
O, -0.0481, 0.3936, -0.2908
O, -0.0011, 0.0863, 0.1117
O, -0.1181, 0.1738, -0.0561
O, -0.3856, 0.2282, -0.0546
O, -0.0712, -0.0152, 0.2233
O, 0.1529, 0.3143, -0.0655
O, -0.509, -0.3033, -0.0987
O, -0.0415, -0.1021, -0.3671
O, 0.209, 0.1338, -0.1938
O, 0.1208, -0.0841, -0.4055
O, -0.0187, 0.0918, -0.0245
O, 0.1007, -0.285, -0.2593
O, 0.3569, 0.2678, 0.0316
O, -0.1504, -0.0298, 0.3713
O, 0.0182, 0.913, -0.115
O, -0.0003, 0.0316, 0.0148
O, 0.0449, 0.138, -0.1902
O, -0.015, -0.2184, 0.3935
O, -0.3102, 0.4576, -0.4459
O, 0.2219, 0.2569, 0.1014
O, -0.1112, -0.0826, -0.3622
O, -0.0145, -0.0627, -0.343
O, -0.2338, -0.3438, 0.0164
O, 0.1031, -0.2022, -0.001
O, 0.1061, -0.0016, -0.166
O, -0.1014, -0.0347, -0.2441
O, 0.2159, -0.1247, 0.1992
O, -0.128, 0.1005, 0.3371
O, -0.4213, 0.1231, -0.1231
O, -0.0954, -0.1116, 0.5284
O, 0.1295, 0.4031, 0.1825
O, -0.1115, 0.2718, -0.0444
O, -0.2236, -0.0741, 0.1139
O, 0.1888, -0.0454, 0.3026
O, 0.1157, -0.114, 0.0946
O, -0.1043, 0.0436, 0.3217
O, -0.0113, -0.278, -0.3122
O, -0.0802, -0.2457, 0.126
O, 0.1934, -0.3112, 0.1195
